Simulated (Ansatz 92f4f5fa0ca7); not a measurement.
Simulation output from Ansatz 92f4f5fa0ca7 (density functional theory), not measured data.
Periodic cell of 221 atoms, Si132O88H1, from a study of silicon, its oxide and their interface. The atomic structure is a simulated model.
Doubt: the cutoff is low for norm-conserving oxygen, so forces and energies are approximate.

Settings: functional HSE06; potential files SPMS norm-conserving; basis plane waves; wave-function cutoff 800 eV; density cutoff ratio 4; exchange-correlation grid ratio 1; k mesh 1 x 1 x 1, Gamma-centred; occupations fixed; spin none; net charge +1 e, with a uniform compensating background and no finite-size correction.

Cell vectors (angstrom)
a  10.938  0  0
b  0  10.938  0
c  0  0  32.5813

Atoms: element, x, y, z (angstrom)
Si  -0.2638  0.2902  25.187
Si  5.6671  -0.294  25.1787
Si  2.3648  2.9951  25.1028
Si  8.4657  2.5116  25.1595
Si  0.1308  5.2319  24.9743
Si  5.2205  5.7845  25.1128
Si  2.9826  7.9988  25.0745
Si  7.8957  8.4327  25.1094
Si  1.3058  1.4284  26.5006
Si  6.8222  1.3614  26.4121
Si  4.0458  4.1329  26.3527
Si  9.5818  4.1152  26.4474
Si  1.3265  6.8295  26.3128
Si  6.7858  6.8763  26.478
Si  4.0862  9.5319  26.4907
Si  9.5213  9.5783  26.409
Si  2.7161  0.0197  27.7917
Si  8.1851  0.0093  27.8112
Si  -0.0277  2.7747  27.8621
Si  5.4378  2.7583  27.7479
Si  2.7003  5.4919  27.767
Si  8.1887  5.4845  27.7842
Si  -0.0087  8.2041  27.7442
Si  5.4525  8.2127  27.8665
Si  4.1018  1.3673  29.1631
Si  9.5708  1.3673  29.1631
Si  1.3673  4.1018  29.1631
Si  6.8362  4.1018  29.1631
Si  4.1018  6.8362  29.1631
Si  9.5708  6.8362  29.1631
Si  1.3673  9.5708  29.1631
Si  6.8362  9.5708  29.1631
Si  0  0  30.5303
Si  5.469  0  30.5303
Si  2.7345  2.7345  30.5303
Si  8.2035  2.7345  30.5303
Si  0  5.469  30.5303
Si  5.469  5.469  30.5303
Si  2.7345  8.2035  30.5303
Si  8.2035  8.2035  30.5303
Si  1.3673  1.3673  31.8976
Si  6.8362  1.3673  31.8976
Si  4.1018  4.1018  31.8976
Si  9.5708  4.1018  31.8976
Si  1.3673  6.8362  31.8976
Si  6.8362  6.8362  31.8976
Si  4.1018  9.5708  31.8976
Si  9.5708  9.5708  31.8976
Si  2.7345  0  0.6835
Si  8.2035  0  0.6835
Si  0  2.7345  0.6835
Si  5.469  2.7345  0.6835
Si  2.7345  5.469  0.6835
Si  8.2035  5.469  0.6835
Si  0  8.2035  0.6835
Si  5.469  8.2035  0.6835
Si  4.1018  1.3673  2.0507
Si  9.5708  1.3673  2.0507
Si  1.3673  4.1018  2.0507
Si  6.8362  4.1018  2.0507
Si  4.1018  6.8362  2.0507
Si  9.5708  6.8362  2.0507
Si  1.3673  9.5708  2.0507
Si  6.8362  9.5708  2.0507
Si  0  0  3.418
Si  5.469  0  3.418
Si  2.7345  2.7345  3.418
Si  8.2035  2.7345  3.418
Si  0  5.469  3.418
Si  5.469  5.469  3.418
Si  2.7345  8.2035  3.418
Si  8.2035  8.2035  3.418
Si  1.4308  1.2991  4.7812
Si  6.8606  1.3711  4.8607
Si  4.1759  4.0383  4.7991
Si  9.5814  4.0699  4.7747
Si  1.4114  6.7942  4.7509
Si  6.7778  6.872  4.7375
Si  4.1254  9.561  4.8342
Si  9.5654  9.6096  4.7396
Si  2.8199  -0.0172  6.2673
Si  8.2716  0.0199  6.2266
Si  0.0391  2.6658  6.0956
Si  5.5709  2.755  6.3283
Si  2.7726  5.4058  6.1048
Si  8.1532  5.4856  6.0071
Si  0.0532  8.2352  5.9901
Si  5.472  8.1971  6.2381
Si  3.9312  1.628  7.6303
Si  9.9907  1.0794  7.5286
Si  1.6181  3.7902  7.379
Si  6.7211  4.4832  7.5835
Si  4.3027  6.5289  7.4765
Si  9.3596  7.083  7.1537
Si  1.1968  9.6572  7.4511
Si  7.1772  9.2971  7.4827
O  1.2718  4.108  24.5167
O  6.7929  9.5669  24.6098
O  2.7464  2.7284  7.9325
O  8.3154  8.1553  7.8644
O  5.4898  5.5053  8.0185
O  0.092  -0.1487  7.918
O  4.1039  6.885  24.5658
O  9.5614  1.3864  24.6239
O  1.6482  8.8618  8.8393
O  0.8894  4.2552  8.7783
O  9.738  1.7349  9.0498
O  6.6932  9.8901  8.9578
O  4.45  1.2227  9.1567
O  3.481  6.9543  8.8468
O  7.5538  4.1924  9.011
O  10.0525  6.2354  8.3562
O  2.9119  2.1564  23.7869
O  4.8384  0.2542  23.8636
O  7.9237  3.3077  23.8176
O  10.2983  5.7722  23.5857
O  8.4311  7.6893  23.7335
O  2.4324  8.7566  23.7033
O  6.0437  5.2561  23.7762
O  0.5231  10.6371  23.8702
Si  3.2342  9.2591  11.9185
Si  8.2189  4.7887  10.3765
Si  7.0938  4.7306  17.5177
Si  4.299  1.6016  23.1482
Si  12.389  3.2869  19.2645
Si  8.0298  -2.9725  14.5191
Si  1.0873  9.3723  23.0313
Si  4.0602  12.9003  20.1409
Si  -2.3532  2.9517  12.6503
Si  -3.9043  14.1913  20.1803
Si  1.1268  -4.6158  18.5469
Si  0.8946  11.2075  12.4594
Si  10.3452  9.7685  14.8554
Si  -5.9953  3.1064  16.0812
Si  7.2064  10.2641  10.4555
Si  0.6739  17.645  15.5038
Si  -1.3721  4.1743  15.4368
Si  0.0073  5.4388  9.4217
Si  5.0214  7.4193  13.5015
Si  6.57  3.8689  23.1186
Si  7.4838  7.6524  17.394
Si  9.8234  1.0517  10.5298
Si  2.2039  11.5896  18.2258
Si  9.7886  1.8642  19.7643
Si  4.6558  0.7719  10.696
Si  3.0321  2.2009  13.0373
Si  2.2106  7.5638  9.6508
Si  5.9131  9.6315  15.6409
Si  3.197  5.011  14.454
Si  9.7015  7.1361  22.8842
Si  11.2989  10.218  20.2744
Si  7.305  -3.6014  11.7481
Si  -1.3596  7.5483  19.8154
Si  3.6308  0.5319  15.7777
Si  9.6502  12.3491  16.5665
Si  7.0813  1.4978  14.7794
O  4.3484  9.9649  15.783
O  10.2749  -0.0664  16.0957
O  8.7166  -0.1323  10.5663
O  0.1812  8.2698  15.0322
O  4.3991  -4.7973  14.2428
O  2.8409  14.0333  20.1389
O  1.8854  5.9825  14.6217
O  -1.77  14.8174  13.8721
O  -2.8412  1.5265  16.0445
O  -1.0782  4.7879  10.4575
O  10.5152  -4.4794  19.0501
O  8.3358  7.3576  15.9866
O  -3.1774  1.7141  13.3333
O  3.4551  12.1607  14.3141
O  1.374  9.8991  21.5071
O  8.208  7.1312  13.1523
O  8.2937  2.2058  20.3313
O  10.3309  8.9684  19.9469
O  4.0676  1.2364  21.5858
O  -3.7314  8.9048  11.3849
O  6.8712  4.1231  21.5394
O  8.3211  7.8546  18.7622
O  12.2249  10.4607  18.9469
O  6.5933  6.3011  17.5249
O  -2.6752  4.4753  16.4002
O  9.6612  2.1908  11.696
O  10.7918  10.6782  13.5912
O  5.9588  2.6988  14.8523
O  6.4885  10.9066  14.847
O  -0.498  16.4986  15.4426
O  -2.1616  -1.5511  14.4685
O  4.0129  1.8358  11.7765
O  -7.3219  11.7431  19.0512
O  2.7447  7.9525  11.1393
O  5.8107  6.8665  12.2227
O  2.1906  -3.8334  19.4977
O  6.2404  8.26  14.5488
O  9.2077  6.9715  21.3055
O  1.4837  12.7075  12.7634
O  -0.0434  8.2229  22.9351
O  6.6006  9.0213  16.9944
O  -3.4021  4.2905  19.01
O  2.3167  0.1806  16.6561
O  -0.0245  3.0644  19.9748
O  1.4971  4.744  18.5672
O  4.0209  10.2151  10.8889
O  5.412  2.76  23.3079
O  3.6916  4.1056  15.726
O  5.578  13.4799  19.8348
O  -3.2418  3.921  11.673
O  4.1046  8.6968  13.2019
O  6.2398  0.5215  11.0262
O  9.6312  1.4504  18.1807
O  -0.5969  13.7471  15.9823
O  4.4616  1.6501  16.6426
O  1.5091  13.0589  18.1136
O  5.7711  -7.0761  17.2181
O  1.047  6.5036  10.0692
O  1.2238  6.9016  17.0153
O  2.0632  10.1016  12.6098
O  7.7837  6.3691  10.57
O  11.2224  0.2994  10.9518
O  10.3547  11.5077  20.5789
O  3.064  3.8405  13.2913
H  2.3989  -2.9071  19.3052

Results
free energy: -54394.780 eV
free energy less fixed offsets of H -15.86, O -447.96, Si -113.29 eV per atom: -4.160 eV
gap between the highest filled and lowest empty level on this k mesh: 1.212 eV

The program warned: the cutoff lies below the one the program advises for these potential files; the forces do not sum to zero within the program's tolerance; the exchange-correlation potential is rough where the density is thin.
